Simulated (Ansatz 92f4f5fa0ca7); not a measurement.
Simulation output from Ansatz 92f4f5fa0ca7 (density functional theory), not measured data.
Periodic cell of 234 atoms, Si146O88, from a study of silicon, its oxide and their interface. The atomic structure is a simulated model.
Doubt: the cutoff is far below the 930 eV that the study's wrapper takes by default for these files, so forces and energies are approximate.
This geometry differs little from another in the collection (a relaxation step or a small displacement).

Settings: functional PBE; potential files Ansatz PAW; basis plane waves; wave-function cutoff 580 eV; density cutoff ratio 5; exchange-correlation grid ratio 1; k mesh 1 x 1 x 1, Gamma-centred; self-consistency stop 5e-08 eV per atom in the density residual; occupations fixed; spin none; net charge 0.

Cell vectors (angstrom)
a	11.6015	0	0
b	0	10.938	0
c	0	0	32.7361

Atoms: element, x, y, z (angstrom)
Si	-0.0506	-0.3287	24.0308
Si	3.9708	0.0801	23.8613
Si	7.6315	0.1765	24.0342
Si	1.8046	1.1905	23.8784
Si	5.7464	1.6002	24.0592
Si	9.747	1.2744	23.9555
Si	-0.1747	5.533	24.0513
Si	3.8183	5.5826	24.179
Si	7.4155	5.4672	24.2513
Si	1.8322	6.8178	23.9671
Si	5.6709	7.0137	24.3219
Si	9.394	6.7149	24.1908
Si	1.9034	2.6077	25.8863
Si	5.7073	2.796	26.0623
Si	9.6299	2.6429	25.9344
Si	-0.0297	3.9982	25.8712
Si	3.7548	4.1129	26.0299
Si	7.686	4.0249	26.0591
Si	1.9098	8.1839	25.9434
Si	5.7405	8.4304	26.1207
Si	9.5401	8.2547	25.9815
Si	-0.0523	9.4874	26.0611
Si	3.767	9.6957	25.9085
Si	7.7019	9.7465	26.0157
Si	-0.0377	-0.0065	27.9222
Si	3.7937	0.0152	27.9086
Si	7.7017	0.0692	27.9671
Si	1.8787	1.3679	27.9048
Si	5.7289	1.3598	27.9249
Si	9.6505	1.3725	27.9194
Si	-0.0251	5.4323	27.8281
Si	3.8214	5.4905	27.9353
Si	7.7099	5.4824	27.9176
Si	1.8995	6.8324	27.8937
Si	5.7668	6.8579	27.9048
Si	9.6379	6.8291	27.8832
Si	1.9336	2.7345	29.8368
Si	5.8008	2.7345	29.8368
Si	9.6679	2.7345	29.8368
Si	0	4.1018	29.8368
Si	3.8672	4.1018	29.8368
Si	7.7343	4.1018	29.8368
Si	1.9336	8.2035	29.8368
Si	5.8008	8.2035	29.8368
Si	9.6679	8.2035	29.8368
Si	0	9.5708	29.8368
Si	3.8672	9.5708	29.8368
Si	7.7343	9.5708	29.8368
Si	0	0	31.7704
Si	3.8672	0	31.7704
Si	7.7343	0	31.7704
Si	1.9336	1.3673	31.7704
Si	5.8008	1.3673	31.7704
Si	9.6679	1.3673	31.7704
Si	0	5.469	31.7704
Si	3.8672	5.469	31.7704
Si	7.7343	5.469	31.7704
Si	1.9336	6.8362	31.7704
Si	5.8008	6.8362	31.7704
Si	9.6679	6.8362	31.7704
Si	1.9336	2.7345	0.9679
Si	5.8008	2.7345	0.9679
Si	9.6679	2.7345	0.9679
Si	0	4.1018	0.9679
Si	3.8672	4.1018	0.9679
Si	7.7343	4.1018	0.9679
Si	1.9336	8.2035	0.9679
Si	5.8008	8.2035	0.9679
Si	9.6679	8.2035	0.9679
Si	0	9.5708	0.9679
Si	3.8672	9.5708	0.9679
Si	7.7343	9.5708	0.9679
Si	0.0485	0.02	2.8909
Si	3.8711	0.0094	2.9201
Si	7.7784	0.0198	2.8569
Si	1.9639	1.4007	3.0011
Si	5.8249	1.3336	2.8642
Si	9.7172	1.3494	2.8428
Si	0.0914	5.4422	2.9418
Si	3.8627	5.4065	2.9554
Si	7.7744	5.4928	2.8717
Si	1.9749	6.8706	2.9565
Si	5.7921	6.7631	2.7974
Si	9.7523	6.8024	2.8807
Si	2.0094	2.5969	5.1348
Si	5.9161	2.6473	4.7982
Si	9.7559	2.7917	4.6772
Si	0.1137	4.0484	4.8965
Si	3.9456	3.9572	4.8944
Si	7.7978	4.0806	4.7465
Si	1.9335	8.3149	4.8928
Si	5.8195	8.2363	4.5786
Si	9.7476	8.2067	4.7656
Si	0.0197	9.709	4.8833
Si	3.9148	9.6166	4.8825
Si	7.7947	9.4879	4.6802
Si	-0.0161	0.1482	6.9132
Si	4.0942	-0.0537	6.9419
Si	7.9865	-0.1457	6.5913
Si	2.1025	1.2084	7.3394
Si	6.0522	1.2376	6.716
Si	9.6407	1.4945	6.5835
Si	-0.0447	5.4853	6.7746
Si	3.9409	5.5748	6.5908
Si	7.7287	5.4353	6.6692
Si	1.9146	6.7642	6.673
Si	5.9037	6.8611	6.4147
Si	9.6497	6.8117	6.6754
O	-0.0586	4.823	8.3086
O	9.7351	7.704	8.0771
O	7.5355	4.5756	8.091
O	2.2951	1.8588	8.8888
O	8.4513	10.0316	8.025
O	6.1365	8.0238	7.5888
O	4.4165	9.9519	8.2954
O	6.3239	2.2169	8.0398
O	2.0863	7.1811	8.308
O	3.8906	5.2065	8.2479
O	9.0569	2.4185	7.8603
O	11.1653	9.9914	8.0961
O	7.0103	4.7371	22.7836
O	4.547	10.0905	22.5721
O	4.2398	4.666	22.8544
O	1.9046	7.7182	22.542
O	-0.2533	7.3925	20.982
O	10.1451	2.3997	22.7392
O	-0.4962	5.1311	22.4209
O	5.6995	2.4641	22.618
O	5.8048	7.772	22.8372
O	1.2918	2.282	22.6844
O	9.3097	7.1197	22.5545
O	7.2788	10.029	22.8219
Si	-3.6909	1.613	11.2307
Si	8.8175	5.9502	11.3305
Si	-0.1155	2.1617	21.8169
Si	5.9475	9.2764	22.2289
Si	2.2831	1.8538	10.5564
Si	-1.5376	5.5653	16.261
Si	3.0174	4.3563	17.9786
Si	5.0412	7.5984	17.8223
Si	0.4179	-0.0892	20.069
Si	2.2548	7.1665	17.0027
Si	12.6638	2.5304	19.1954
Si	-1.3154	6.2723	21.5288
Si	6.8692	8.1629	11.2032
Si	2.9552	6.5284	13.9645
Si	-0.6509	12.7945	11.1696
Si	8.8203	11.7881	15.5188
Si	-0.5787	4.5557	9.8273
Si	5.6111	15.9667	19.1982
Si	0.672	8.4873	21.7738
Si	16.9217	-2.2422	8.8142
Si	-4.8166	13.1756	13.921
Si	-0.4681	8.2895	16.4174
Si	9.786	-1.6884	8.5828
Si	0.8289	14.4037	16.4043
Si	5.6196	4.0523	22.2223
Si	5.6601	-4.0448	14.9672
Si	-0.4405	2.0438	14.1132
Si	7.677	3.0091	8.5265
Si	8.4881	5.9516	19.0567
Si	-0.8146	10.1109	14.1218
Si	-1.9854	8.6811	11.6917
Si	5.0306	0.7713	12.0044
Si	-4.4805	8.8664	19.3244
Si	-3.7367	5.0083	14.1276
Si	9.5148	10.2931	18.1249
Si	1.9268	4.9246	11.4984
Si	4.6346	8.7108	13.1224
Si	3.2873	-4.4973	9.1725
O	-3.8586	2.8251	10.1452
O	7.109	6.4246	14.4077
O	-2.1134	1.0343	11.0365
O	-0.6622	2.6547	12.6165
O	2.1316	5.4414	13.0484
O	4.6406	15.1874	18.118
O	-13.3822	13.0051	15.0546
O	-0.2839	0.5817	21.3889
O	8.4192	4.9952	12.5906
O	6.4155	9.0996	9.9443
O	8.0317	8.976	12.038
O	9.8812	9.2144	10.1884
O	0.0601	0.5157	13.8876
O	-0.6327	2.9395	9.9614
O	0.8401	7.916	17.33
O	10.47	7.0172	15.661
O	-0.1375	4.7676	16.453
O	9.0911	4.8359	15.1874
O	-0.7631	10.6918	18.9731
O	-0.9398	-1.5645	12.6979
O	-0.1324	-1.618	22.9453
O	5.34	1.7792	13.2846
O	-2.2384	5.7904	17.7062
O	6.2241	9.1569	20.6423
O	5.0958	6.5988	19.1414
O	-5.5753	-2.0721	18.1024
O	5.3514	8.4721	14.593
O	0.0287	2.9882	20.4049
O	13.1175	0.9755	19.4874
O	4.3748	7.5862	9.5084
O	-1.7256	7.0816	11.8471
O	-2.3287	-0.475	14.6599
O	6.7817	-7.1354	14.3721
O	2.9021	5.8609	10.615
O	7.9386	2.1294	12.7664
O	2.2116	-4.1753	15.4092
O	9.0465	11.4838	17.1041
O	0.3729	2.5622	17.7056
O	0.4051	-5.7571	10.9727
O	3.1504	7.9907	13.1969
O	9.9437	-1.9924	17.3165
O	2.4395	3.7455	16.5727
O	-3.6566	7.4571	19.3542
O	4.4675	5.9711	14.3017
O	1.1719	9.4976	20.58
O	0.8422	1.1148	11.0049
O	7.2072	4.952	18.8609
O	0.025	-1.6531	15.2343
O	7.4968	6.7206	10.7275
O	8.2423	10.0273	19.106
O	9.4617	5.566	20.3203
O	5.5632	7.8476	12.0989
O	7.2776	1.284	15.1739
O	5.4515	4.2875	20.6307
O	3.5415	19.0529	17.4022
O	0.724	2.8116	14.9282
O	6.4764	11.6755	11.1536
O	2.3529	3.522	19.222
O	5.6626	6.7244	16.5841
O	2.2943	3.3525	11.2334
O	-13.6735	16.0737	10.118
O	16.2257	10.2579	12.6492
O	2.4341	-5.0556	17.9996
O	3.6983	12.1232	11.1136

Results
free energy: -142855.369 eV
free energy less fixed offsets of O -568.88, Si -635.61 eV per atom: 5.131 eV

Forces (eV/angstrom), in the order of the atoms: element, x, y, z
Si	-0.0092	0.0049	-0.0032
Si	0.0117	-0.006	0.0071
Si	-0.0134	-0.0095	0.0084
Si	-0.0102	-0.0001	0.003
Si	-0.0035	0.0045	0.0096
Si	0.0087	-0.0026	0.0014
Si	-0.0044	0.0049	0.019
Si	0.008	-0.0082	0.0087
Si	-0.0102	-0.01	-0.0025
Si	-0.0058	-0.0028	0.0128
Si	-0.0047	0.0091	0.0105
Si	0.0077	0.013	0.0117
Si	-0.001	-0.0032	-0.0049
Si	0.0144	0.0085	-0.0153
Si	0.0182	0.0025	-0.0107
Si	-0.0071	-0.0072	-0.0193
Si	0.0086	-0.0017	-0.0163
Si	-0.0243	-0.0005	-0.0087
Si	0.0092	0.004	-0.0068
Si	0.0007	0.0095	-0.0159
Si	0.0052	0.0024	-0.0162
Si	0.007	-0.01	-0.011
Si	0.0015	-0.0107	-0.0149
Si	0.0056	-0.0005	-0.0035
Si	-0.0095	0.0102	0.0011
Si	-0.0053	0.0156	0.0006
Si	-0.0096	0.006	-0.0048
Si	0.0031	-0.0147	-0.0085
Si	0.0038	-0.0073	0.0016
Si	0.0048	-0.0134	0.0007
Si	0.0085	0.0059	0.0091
Si	-0.0034	0.011	0.0048
Si	0.0057	0.0145	0.0021
Si	-0.0044	-0.0133	-0.0033
Si	0.0029	-0.0026	0.0011
Si	-0.0101	-0.0075	0.0082
Si	-0.0895	0.1588	-0.0508
Si	-0.0993	0.0744	0.0618
Si	0.0641	0.1186	0.022
Si	-0.0364	0.0506	-0.206
Si	0.0307	-0.0073	0.1738
Si	-0.0539	0.0238	0.0479
Si	-0.1086	0.0094	-0.0419
Si	-0.0244	-0.0652	0.1234
Si	0.0661	-0.0639	-0.1313
Si	-0.016	-0.0609	0.1657
Si	-0.0574	-0.097	-0.1161
Si	-0.0544	-0.0016	0.0496
Si	0.0044	0.029	-0.018
Si	0.0002	0.0956	0.0152
Si	0.0034	-0.0479	-0.0012
Si	-0.0028	-0.1936	0.0697
Si	-0.0074	-0.0039	-0.0363
Si	0.0125	0.0043	-0.0151
Si	0.0044	0.1534	-0.0268
Si	-0.0035	0.0632	0.0363
Si	-0.0186	-0.0002	0.0088
Si	-0.0053	-0.1037	0.0259
Si	-0.0033	0.1139	-0.0688
Si	0.0023	-0.0273	-0.0153
Si	0.0456	0.0286	0.3909
Si	-0.0031	0.0361	-0.0376
Si	0.0182	0.1147	-0.2653
Si	0.1478	-0.0324	0.1234
Si	-0.1384	-0.0398	0.0871
Si	0.0897	-0.036	-0.0868
Si	0.0852	-0.0427	0.1418
Si	-0.0826	-0.0531	-0.4319
Si	0.1157	-0.0543	-0.0349
Si	0.0942	-0.0098	0.0505
Si	-0.0568	-0.0077	0.1441
Si	0.0503	-0.107	-0.0768
Si	-0.0054	0.0159	-0.0007
Si	-0.0057	0.0172	-0.0056
Si	-0.0015	0.011	-0.0004
Si	0.007	-0.019	0.0052
Si	0.0049	-0.0082	-0.008
Si	-0.0008	-0.0126	-0.0027
Si	0.012	0.0145	-0.0082
Si	0.0032	0.009	-0.0077
Si	0.0024	0.0068	0.0007
Si	-0.0055	-0.0095	-0.0056
Si	0.0008	-0.0076	0.0021
Si	-0.0059	-0.0067	-0.0078
Si	0.0017	0.0087	0.0118
Si	-0.0003	0.0004	0.0138
Si	0.0131	0.0041	0.016
Si	-0.0152	-0.0091	0.0176
Si	0.0034	-0.0024	0.0168
Si	-0.0002	0.0017	0.007
Si	0.0003	0.0093	0.0136
Si	0.0128	0.0053	0.0047
Si	-0.0266	0.0048	0.0173
Si	0.0132	-0.0043	0.0036
Si	-0.0156	-0.006	0.0152
Si	0.0008	-0.0086	0.015
Si	0.0036	0.0064	-0.007
Si	-0.0045	0.0089	-0.019
Si	0.0076	-0.0172	-0.013
Si	0.007	-0.0012	-0.0175
Si	-0.001	0.0119	-0.018
Si	-0.0049	0.0107	-0.0156
Si	-0.0108	0.0045	-0.0179
Si	0.0024	-0.0031	-0.0083
Si	-0.002	-0.0071	-0.0091
Si	-0.0024	-0.0006	-0.0182
Si	0	-0.0064	-0.0005
Si	0.0157	0.001	-0.0113
O	-0.0027	-0.015	0.03
O	-0.0016	0.0047	0.0004
O	-0.0021	-0.0049	0.0043
O	-0.0021	-0.0012	0.0297
O	0.0089	-0.005	0.0051
O	-0.0076	0.007	0.0021
O	0.009	-0.0252	0.0167
O	0.0106	0.0116	0.0066
O	0.0085	0.0053	0.011
O	-0.007	0.0008	0.007
O	-0.0099	0.0065	0.0049
O	-0.0171	-0.0217	0.0053
O	-0.0073	-0.0052	0.0009
O	0.012	-0.0117	-0.0049
O	0.0082	-0.0047	0.0014
O	-0.0118	0.0186	-0.0175
O	0.0061	0.0064	0.0079
O	0.0107	0.0087	-0.0056
O	-0.006	-0.0014	-0.0114
O	-0.0005	0.01	-0.0071
O	-0.0004	-0.0022	0.0013
O	-0.0066	0.0004	-0.0007
O	0	-0.0037	-0.0041
O	-0.0085	-0.0083	-0.003
Si	0.0014	0.0108	0.0058
Si	0.0014	-0.0054	0.0126
Si	-0.0015	0.0033	0.002
Si	-0.0023	0.0158	0.0057
Si	-0.0022	0.0133	-0.0027
Si	-0.0094	-0.0063	-0.0021
Si	0.0018	-0.0074	-0.0058
Si	0.0068	-0.0004	-0.0065
Si	0.0017	-0.01	-0.0019
Si	-0.0026	0.0014	-0.0054
Si	-0.0124	-0.0054	0.0006
Si	0.0066	0.0007	-0.0029
Si	-0.0064	0.0021	0.0109
Si	-0.0077	-0.007	0.0025
Si	0	0.0041	0.0112
Si	-0.002	0.0026	0.0061
Si	0.0013	0.0045	-0.0055
Si	0.005	-0.0112	-0.0036
Si	0.0019	-0.01	0.0013
Si	-0.0089	0.0008	0.0008
Si	0.0056	0.0006	0.0056
Si	-0.0009	0.0056	0.0004
Si	0.0076	0.0103	-0.0027
Si	-0.0029	-0.0041	0.0012
Si	-0.0011	0.0025	0.0042
Si	0.002	-0.003	0.0078
Si	-0.0017	0.0068	0.0031
Si	-0.002	0.0012	0.0015
Si	0.0065	-0.0022	-0.0067
Si	0.0072	-0.0049	0.0093
Si	0.0105	-0.0011	0.0028
Si	-0.0018	0.0011	0.0115
Si	-0.0053	0.0037	0.0008
Si	0.0067	-0.0056	0.005
Si	0.0072	0.0017	-0.0028
Si	0.0019	0.0012	0.0159
Si	0.0076	-0.0019	0.0034
Si	0.0064	0.0076	-0.0027
O	-0.0001	-0.011	0.0059
O	-0.0024	0.0011	-0.0049
O	0.0004	-0.0006	-0.0091
O	0.0011	-0.0017	0.0063
O	0.0042	0.0059	0.0016
O	-0.006	-0.0009	0.0006
O	0.0029	-0.0005	-0.0028
O	0.0053	-0.0086	-0.001
O	-0.0083	-0.0016	0.0049
O	0.0081	-0.0065	0.0046
O	-0.0009	0.0026	-0.0095
O	-0.0052	-0.013	0.0232
O	-0.0048	-0.0056	-0.0065
O	0.0001	-0.0088	-0.0023
O	0.0013	-0.0011	0.0001
O	-0.002	-0.0059	-0.003
O	0.0021	-0.0001	0.0005
O	0.0035	0.0094	0.0007
O	-0.0116	-0.0028	-0.0028
O	0.0008	0.0011	0
O	0.0089	-0.0057	-0.0063
O	-0.0005	0.0025	-0.0034
O	0.0058	-0.0003	-0.0098
O	0.009	-0.0046	-0.013
O	-0.0012	0.0051	0.006
O	-0.0047	-0.0013	0.0005
O	-0.0008	-0.0003	-0.003
O	0.009	-0.001	-0.0057
O	0.0049	0.0037	0.0055
O	-0.0033	-0.0042	-0.0116
O	0.0009	0.015	-0.0129
O	0.0016	-0.0012	-0.0051
O	0.0031	0.0045	-0.0046
O	-0.0032	-0.0024	-0.0016
O	-0.0036	0.0014	-0.0006
O	0.0003	0.0019	0.0028
O	-0.0005	0.0007	-0.0004
O	0.0032	0.0061	-0.0043
O	0.0004	0.0012	-0.0083
O	0.0019	0.0014	-0.0069
O	0.0051	-0.0047	0.0018
O	0.0035	0.0011	-0.0005
O	0.0009	-0.005	0.0042
O	0.0022	0.001	-0.0049
O	-0.0018	0.0035	0.0049
O	-0.0014	-0.0021	-0.0091
O	0.001	0.0015	0.0054
O	-0.006	0.0065	-0.0113
O	-0.0002	0.0044	-0.0136
O	0.0029	-0.0003	0.0052
O	-0.0059	-0.0003	-0.0032
O	-0.0103	0.0085	-0.0008
O	-0.0012	-0.0019	0.0007
O	0.0001	0.0054	-0.0145
O	-0.0002	0.0008	0.0025
O	-0.0002	-0.0029	-0.0009
O	-0.0041	-0.0022	-0.0081
O	0.0071	0.0072	0.0025
O	0.0004	0.0005	-0.0045
O	0.0007	-0.0042	-0.0117
O	0.0016	-0.0008	-0.0055
O	-0.0002	-0.0068	-0.0054
O	0.0007	0.0016	0.0038
O	0.0062	-0.0018	-0.0054

The program warned: the cutoff lies below the one the program advises for these potential files; the exchange-correlation potential is rough where the density is thin.
